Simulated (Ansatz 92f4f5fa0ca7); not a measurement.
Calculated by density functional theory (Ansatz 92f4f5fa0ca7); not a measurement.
Periodic cell of 189 atoms, Si117O72, from a study of silicon, its oxide and their interface. The atomic structure is a simulated model.

Settings
functional: r2SCAN
potential files: Ansatz norm-conserving
basis: plane waves
wave-function cutoff: 1300 eV
density cutoff ratio: 4
exchange-correlation grid ratio: 1
k mesh: 2 x 2 x 1, shifted by 0.5 0.5 0.5 of a step
self-consistency stop: 5e-08 eV per atom in the density residual
occupations: Fermi-Dirac, 0.05 eV
spin: none
net charge: 0

Cell vectors (angstrom)
a 11.5403 0 0
b 0 11.5403 0
c 2.9618 3.3227 25.3771

Atoms: element, x, y, z (angstrom)
Si 2.0019 9.1828 0.4668
Si 2.1418 0.6941 -0.0632
Si 1.8806 6.1526 -0.058
Si 5.9101 9.1596 0.4881
Si 5.7836 0.6632 -0.0008
Si 5.9892 6.1326 0.021
Si 9.7183 -2.1261 0.5092
Si 9.7019 0.8955 -0.2007
Si 9.8836 6.4113 0.0003
Si 3.9505 -2.3699 1.7277
Si 3.9523 1.2743 1.3683
Si 3.9366 5.5086 1.1267
Si 7.7993 -2.2518 1.8
Si 7.7812 1.4445 1.1298
Si 7.9152 5.6474 1.2779
Si 11.6548 -2.2279 1.7851
Si 11.6724 1.475 1.0749
Si 11.6547 5.7017 1.4303
Si 3.9497 -0.3939 2.9494
Si 3.9531 3.4591 2.4545
Si 3.9442 7.175 2.8503
Si 7.7864 -0.2176 2.8624
Si 7.8235 3.517 2.4364
Si 7.858 7.2957 2.9499
Si 11.6662 -0.1891 2.837
Si 11.6557 3.5136 2.4593
Si 11.6448 7.3638 3.0209
Si 2.0164 -0.2847 4.238
Si 2.0385 3.4915 3.89
Si 2.0681 7.2783 4.2619
Si 5.8864 -0.2961 4.2421
Si 5.8853 3.503 3.8712
Si 5.8748 7.2529 4.207
Si 9.7305 -0.2389 4.1937
Si 9.7316 3.4844 3.8958
Si 9.7299 7.3221 4.3385
Si 2.0473 9.2744 5.4887
Si 2.0491 1.7147 5.4638
Si 2.0402 5.2696 5.4698
Si 5.874 9.2485 5.4742
Si 5.8705 1.7179 5.452
Si 5.8786 5.2679 5.4633
Si 9.7255 9.3369 5.5217
Si 9.7247 1.7201 5.4817
Si 9.7282 5.2741 5.4832
Si 3.9617 9.2415 6.8216
Si 3.9628 1.7151 6.8522
Si 3.9579 5.2604 6.8521
Si 7.7772 9.2956 6.8258
Si 7.7803 1.7179 6.845
Si 7.7899 5.267 6.8551
Si 11.6767 9.3188 6.8205
Si 11.6704 1.7187 6.8405
Si 11.6637 5.2769 6.8521
Si 3.9543 -0.3025 8.048
Si 3.9466 3.4928 8.448
Si 3.9505 7.248 8.0969
Si 7.7752 -0.2645 8.1011
Si 7.774 3.4813 8.4381
Si 7.7524 7.2893 8.0463
Si 11.6972 -0.2496 8.1067
Si 11.6726 3.4831 8.4212
Si 11.6808 7.3123 8.0137
Si 2.094 -0.2508 9.4536
Si 2.0314 3.455 9.9103
Si 2.0103 7.2327 9.4206
Si 5.8268 -0.337 9.4236
Si 5.8479 3.4379 9.9093
Si 5.8636 7.1811 9.4593
Si 9.7403 -0.2106 9.3959
Si 9.7341 3.5245 9.807
Si 9.7297 7.4008 9.2634
Si 2.0562 9.252 10.511
Si 2.164 1.3522 11.2193
Si 1.9621 5.5675 11.1241
Si 5.8783 9.1904 10.5635
Si 5.7612 1.2898 11.1085
Si 5.8358 5.5154 11.2005
Si 9.7178 9.3378 10.5165
Si 9.7696 1.4475 11.0743
Si 9.7221 5.7267 10.8221
Si 3.9433 9.0859 11.8256
Si 4.0122 0.5169 12.7532
Si 3.837 6.08 12.4834
Si 7.8131 9.2958 11.8305
Si 7.7569 0.7952 12.198
Si 7.8969 6.2561 12.2075
Si 0.1262 9.3795 11.7603
Si 0.1959 0.8228 12.3825
Si -0.0255 6.3742 12.2678
Si 2.7434 2.8217 17.2429
Si 6.4019 8.0146 19.4736
Si 3.7603 0.2855 15.9698
Si 8.2441 6.0846 20.998
Si 3.7236 8.4077 20.269
Si 1.3306 6.6332 19.8156
Si 6.8736 2.2432 20.9043
Si 8.0247 1.8036 14.9818
Si 11.7663 11.0474 18.4517
Si 6.9626 4.3067 23.0114
Si 1.0419 6.1975 22.7465
Si 11.4436 2.5028 17.7264
Si 2.7175 9.6611 17.6812
Si 9.7682 5.0326 14.2462
Si 14.722 5.4511 15.5277
Si 9.0696 3.7608 19.3163
Si 1.1474 6.8764 17.0949
Si 8.115 4.6318 16.4517
Si 7.3156 11.0749 19.8483
Si -1.535 9.9305 20.4671
Si 10.7719 2.2746 14.7418
Si 2.9594 8.5015 23.1027
Si 5.3041 3.3795 18.6852
Si 5.6423 6.1265 17.2549
Si 10.8887 8.4184 18.3586
Si 10.0279 7.9831 22.8081
Si 6.4474 12.4757 17.2806
O 11.2282 2.8849 16.1683
O 9.7024 8.0267 -0.387
O 11.2676 0.9048 17.8635
O 6.8808 5.6743 16.3062
O 5.933 10.5699 -0.3993
O 9.5498 1.2449 15.0198
O 7.0322 5.3289 21.7547
O 10.4854 3.2029 18.8128
O 10.3892 9.2591 21.873
O 0.1465 7.99 12.6555
O 4.3155 6.2911 16.3429
O 0.8461 5.8353 21.1472
O 6.5438 12.178 20.7914
O 8.2552 2.5769 20.0775
O -0.4607 7.2949 17.1771
O 7.8338 3.281 15.6056
O 3.7527 9.3222 18.913
O -2.8007 10.9197 20.5915
O 15.1133 5.3698 13.9623
O 13.3591 10.8408 18.3667
O 6.9852 2.765 22.435
O 3.9463 10.4032 12.8023
O 7.8403 7.87 12.7249
O 8.2904 4.3413 18.0284
O 5.4133 4.964 18.3763
O 7.8173 -0.8235 12.7352
O 1.0409 4.8498 23.6484
O 4.0993 0.7159 14.4276
O 1.9876 -0.9452 -0.4206
O 6.2837 2.4902 17.7336
O 7.1832 0.7708 15.8681
O 1.9972 8.2648 17.2722
O 9.4868 5.2498 15.8388
O 5.6633 3.0968 20.2308
O 6.2255 5.1876 -1.2976
O 3.8135 2.8532 18.4458
O 11.0605 5.8781 13.7784
O 5.2063 7.8238 20.5455
O 0.1222 10.7221 12.7532
O 3.9141 7.7227 12.7928
O 13.2628 6.1633 15.7676
O 1.3371 5.8511 18.3797
O 9.0668 6.9836 22.0172
O 5.5978 4.6271 23.8449
O 7.604 7.0179 19.8522
O 8.3469 5.3981 13.5394
O 3.1786 9.1529 21.611
O 3.2297 -1.2461 16.256
O 6.7198 9.5961 19.6109
O 10.2992 5.8918 -1.5094
O 0.4149 7.9716 19.5521
O 9.6105 8.7938 19.3098
O 14.6235 3.9506 16.1323
O 5.9518 7.5583 17.9684
O 2.6869 1.3946 16.4829
O 11.2635 10.8473 19.9864
O 7.3679 11.7068 18.3589
O 5.9302 7.7588 -0.453
O 11.1434 9.8264 17.5701
O 1.3784 3.0127 18.0741
O 2.4793 6.9433 22.9686
O 8.301 4.6065 23.9045
O 10.1538 3.4953 13.8654
O 1.388 5.3218 -1.4201
O 9.2718 5.0077 20.3317
O 11.3616 7.1637 23.2327
O 0.3802 1.5444 13.8787
O 1.9662 7.7883 -0.4804
O 4.9922 0.312 17.0373
O 9.7191 -0.7618 -0.4588
O 2.8564 7.0716 20.0349
O 7.4925 1.8144 13.4663

Results
free energy: -47208.818 eV
free energy less fixed offsets of O -463.61, Si -117.95 eV per atom: -28.748 eV
pressure: -1.12 GPa
stress xx, yy, zz, yz, xz, xy (GPa, positive in tension): -0.74, 2.68, 1.42, -0.07, -0.13, -0.26

Forces (eV/angstrom), in the order of the atoms: element, x, y, z
Si 0.0992 -0.0607 -1.0166
Si 0.1681 -0.24 -0.6111
Si -0.0251 0.2381 -0.4668
Si -0.0863 -0.1106 -1.0675
Si -0.0166 -0.287 -0.6855
Si -0.0205 0.313 -0.5103
Si -0.0635 0.0816 -0.8179
Si -0.0538 -0.4822 -0.4568
Si -0.1023 0.1319 -0.6881
Si -0.0166 0.1608 -0.1927
Si -0.0536 0.011 -0.1032
Si -0.0404 0.1699 -0.2393
Si 0.1571 0.0114 -0.2129
Si -0.0775 -0.1333 -0.1235
Si 0.1705 0.1622 -0.2721
Si -0.1371 -0.075 -0.1939
Si 0.0621 -0.1549 -0.1024
Si -0.0625 0.0347 -0.2737
Si 0.0074 0.0887 0.3103
Si 0.0067 -0.0612 -0.1434
Si -0.0267 -0.2254 0.2189
Si -0.0574 0.2245 0.2052
Si -0.0124 -0.0515 -0.0443
Si 0.0737 -0.1585 0.239
Si 0.0393 0.252 0.167
Si -0.0261 -0.0395 -0.0915
Si -0.0047 -0.0762 0.3191
Si 0.0545 0.1076 -0.0545
Si 0.0239 0.0046 -0.0866
Si -0.0029 -0.0587 -0.0307
Si -0.04 0.1304 -0.0164
Si 0.0226 -0.0234 -0.0843
Si 0.0028 -0.1028 -0.0156
Si -0.0238 0.0538 -0.0708
Si -0.0204 0.0427 -0.094
Si -0.013 -0.1237 -0.0307
Si -0.0422 0.0013 0.0249
Si 0.0024 -0.0502 0.0111
Si -0.0416 0.037 0.0179
Si 0.072 0.0493 -0.0197
Si -0.0121 -0.0309 -0.0035
Si 0.0093 0.0408 0.0062
Si 0.0048 0.0021 0.0273
Si 0.0114 -0.0524 0.0431
Si 0.0032 -0.0313 0.0686
Si -0.0582 0.083 0.0271
Si 0.0065 -0.0053 -0.0021
Si 0.0023 0.0345 -0.0052
Si -0.0982 -0.0199 -0.0114
Si -0.0001 -0.0626 -0.0197
Si 0.0117 0.0425 -0.0448
Si 0.1158 -0.0292 -0.0495
Si -0.0175 -0.029 -0.0467
Si 0.0092 0.0082 -0.0672
Si 0.0489 0.1059 0.0085
Si 0.0062 -0.0446 0.1067
Si 0.004 -0.0674 0.025
Si 0.0202 0.1402 0.0539
Si -0.0024 -0.0147 0.0825
Si 0.0559 -0.1392 0.0268
Si -0.0599 0.0626 0.0615
Si -0.0261 -0.0097 0.1109
Si -0.057 -0.1185 0.0371
Si 0.1417 0.1386 -0.1985
Si 0.0865 0.0241 0.1265
Si -0.0529 -0.1791 -0.2579
Si -0.1477 0.1084 -0.2215
Si -0.0383 0.0267 0.119
Si 0.0131 -0.2144 -0.2031
Si -0.0046 0.2513 -0.3032
Si -0.0092 -0.0078 0.0875
Si 0.0083 -0.163 -0.3166
Si -0.0248 0.0392 0.1676
Si -0.039 -0.1007 0.2385
Si -0.1393 0.1151 0.1561
Si -0.0426 0.1288 0.1947
Si 0.058 -0.1354 0.2636
Si 0.0822 0.1436 0.151
Si 0.0527 -0.0663 0.1788
Si 0.0181 -0.1131 0.3321
Si 0.0808 -0.0022 0.1854
Si 0.0416 -0.1863 0.9318
Si 0.0441 -0.368 0.4826
Si -0.0638 0.3362 0.5538
Si -0.0024 -0.0695 1.0533
Si 0.0216 -0.2673 0.3783
Si 0.0353 0.2481 0.6343
Si 0.0123 -0.0467 1.0336
Si -0.058 -0.4486 0.491
Si -0.1153 0.2917 0.7144
Si 0.0107 -0.0159 0.4507
Si 0.0145 0.047 -0.0462
Si -0.1102 -0.2583 0.4783
Si -0.0022 -0.0875 -0.3991
Si 0.1087 -0.2267 -0.1138
Si 0.1577 -0.0542 -0.0358
Si -0.0233 -0.0454 -0.1753
Si -0.1295 -0.078 0.4095
Si 0.0091 0.0226 -0.065
Si 0.0064 0.0032 -0.5585
Si 0.0716 -0.066 -0.3193
Si 0.048 -0.0789 0.4768
Si 0.0646 0.0356 0.0131
Si 0.0551 0.0638 0.3626
Si -0.0452 0.0523 0.512
Si -0.0082 -0.0229 0.1071
Si -0.0238 0.0935 0.028
Si -0.182 0.1254 0.3765
Si -0.0345 0.0881 0.0055
Si -0.1318 0.206 -0.1558
Si -0.1886 0.0808 0.3435
Si -0.057 0.0862 -0.2162
Si 0.0231 0.0264 0.1609
Si 0.1273 0.0727 0.2158
Si -0.0483 0.0252 -0.1572
Si -0.0975 0.0654 -0.2791
Si 0.1761 0.0021 0.1744
O -0.0778 -0.1309 -0.3391
O 0.0886 -0.4144 0.6471
O 0.1224 0.1506 -0.029
O 0.0539 -0.1806 0.0647
O -0.0887 0.3964 0.7265
O 0.0666 0.3201 -0.1765
O 0.1347 -0.1747 0.2256
O -0.0449 -0.0538 -0.3186
O -0.0882 -0.2932 0.2081
O -0.0455 -0.4031 -0.7083
O -0.1799 -0.2066 -0.1688
O 0.1104 0.3033 0.3651
O 0.2096 0.2071 -0.1566
O -0.2642 0.1108 0.0826
O 0.3907 0.1127 0.3293
O 0.1336 -0.0517 -0.0896
O -0.2164 -0.1142 -0.0067
O 0.0255 -0.2358 -0.1138
O 0.1455 0.2364 -0.5928
O -0.0905 -0.2297 -0.1264
O -0.0208 0.4064 0.1527
O -0.0046 0.5671 -0.387
O 0.0081 -0.2977 -0.8256
O 0.0464 -0.0798 -0.1958
O 0.0174 -0.0024 -0.2488
O -0.0587 0.4487 -0.7882
O 0.0327 0.0835 0.484
O -0.0061 0.1014 -0.7785
O 0.0801 0.3597 0.6231
O -0.1373 -0.1399 -0.015
O 0.0592 0.3126 -0.1583
O -0.1127 -0.082 0.0969
O -0.0326 -0.1839 -0.4914
O 0.2699 -0.1353 -0.0961
O 0.017 0.237 0.1692
O 0.0547 0.0766 -0.3763
O -0.0741 -0.1347 -0.3948
O -0.115 0.1577 -0.1822
O 0.0677 0.415 -0.8402
O -0.0353 -0.2719 -0.722
O 0.1676 -0.1252 -0.0342
O -0.109 0.4702 -0.0551
O 0.1198 0.0939 0.1066
O -0.0488 -0.3087 0.4679
O 0.0306 -0.0209 0.1772
O 0.1005 0.1661 -0.241
O -0.0196 -0.3408 0.3888
O 0.0256 0.3533 0.0962
O 0.0694 -0.0134 0.0622
O 0.0401 0.0176 0.404
O -0.0455 -0.1867 -0.1298
O 0.4145 0.1272 0.0585
O -0.0066 0.0884 -0.0798
O -0.0474 -0.2127 0.1178
O 0.1761 -0.0482 -0.1526
O -0.1968 -0.269 -0.2203
O -0.1842 0.103 -0.0199
O 0.0399 -0.3044 0.8571
O 0.1302 -0.0598 0.4285
O -0.0093 -0.1219 -0.3606
O -0.1207 0.1059 -0.0067
O -0.0092 -0.2061 0.3712
O 0.019 0.0292 0.125
O 0.0674 0.2705 0.3258
O -0.2927 0.1209 0.0755
O 0.0483 -0.0315 -0.0024
O -0.2544 -0.0797 -0.4742
O -0.0472 -0.2917 0.7813
O -0.1229 0.1387 -0.27
O 0.0147 0.2163 0.6883
O -0.2081 0.2232 0.0371
O 0.197 -0.3894 -0.0634
